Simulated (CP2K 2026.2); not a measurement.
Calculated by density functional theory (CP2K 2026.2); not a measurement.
Periodic cell of 444 atoms, Si328O116, from a study of silicon, its oxide and their interface. The atomic structure is a simulated model.
Doubt: the forces sum to 1.54 eV/angstrom along one axis rather than to zero, so they err by at least 0.0035 eV/angstrom per atom on average; the grid cutoff is modest.

Settings: functional PBE; method Gaussian and plane waves; basis set DZVP-MOLOPT-SR-GTH; pseudopotentials GTH-PBE; grid cutoff 350 Ry, relative cutoff 50 Ry; k points Gamma only; occupations fixed; spin none; net charge 0.

Cell vectors (angstrom)
a 16.4025 0 0
b 0 16.4025 0
c 0 0 30.6148

Atoms and the computed forces on them: element, x, y, z (angstrom), force x, y, z (eV/angstrom)
Si 16.2199 0.1121 0.3981 0.2791 -0.1055 -0.3737
Si 2.6779 2.7752 0.4859 -0.0491 0.0161 -0.6204
Si 0.5524 5.06 0.3104 0.1972 -0.1915 -0.299
Si 2.827 8.1317 30.4937 -0.0099 0.1266 -0.0795
Si 16.0011 11.7408 30.4569 0.1486 0.0637 -0.1441
Si 3.1805 13.4219 0.2423 -0.2671 0.1472 -0.2799
Si 4.7674 0.4543 0.0076 -0.0388 -0.2488 -0.3912
Si 8.1648 2.5756 30.5066 0.0156 -0.0876 -0.0429
Si 5.9468 4.8159 30.5552 -0.2801 0.2962 -0.3049
Si 8.6639 7.9262 0.0309 -0.1556 0.0086 -0.2628
Si 5.3315 11.1465 0.2299 -0.0802 0.1032 -0.3292
Si 8.6534 13.1962 30.4964 0.0296 -0.0346 -0.3503
Si 11.4757 15.9917 30.5358 0.1204 -0.2487 -0.0989
Si 14.3484 2.5851 0.0055 0.1638 0.076 -0.1277
Si 10.8762 5.6779 30.4168 0.0935 -0.0216 -0.1751
Si 13.1787 8.7487 0.0244 0.0704 0.1967 -0.3813
Si 10.924 11.009 0.3968 -0.0112 0.056 -0.4575
Si 13.633 13.7796 0.4289 -0.1269 0.0898 -0.3472
Si 1.3959 1.2949 1.7109 -0.3046 -0.0552 -0.219
Si 4.2966 4.0378 1.5404 0.1053 0.2338 -0.1352
Si 1.7331 6.6991 1.4841 -0.0114 0.1609 -0.1753
Si 4.0074 9.6019 1.3924 0.0652 -0.2217 -0.2914
Si 1.335 12.4102 1.3874 0.173 0.0449 -0.2632
Si 4.166 15.1077 1.5512 -0.143 0.008 -0.1563
Si 6.7864 1.2324 1.2509 -0.2221 0.0985 -0.2174
Si 9.7028 3.9843 1.1477 -0.0701 0.1909 -0.2082
Si 6.9314 6.7042 1.1894 0.1039 -0.1784 -0.2515
Si 9.6161 9.4885 1.5551 -0.1324 -0.1474 -0.1351
Si 6.9917 12.3049 1.4049 -0.005 0.0085 -0.151
Si 9.72 14.926 1.2327 0.0926 -0.0439 -0.2103
Si 12.4944 1.3922 1.1819 0.1299 -0.1232 -0.2284
Si 15.2496 4.062 1.5804 0.0174 0.0041 -0.3275
Si 12.3305 6.8895 1.2793 -0.0629 0.0044 -0.0232
Si 15.0782 9.7487 1.1247 -0.0927 0.1119 -0.1389
Si 12.306 12.3479 1.6885 0.0578 0.012 -0.1798
Si 15.0161 15.0796 1.7561 0.1061 0.029 -0.1881
Si 0.0739 2.7068 3.0171 -0.0259 -0.0716 0.2565
Si 2.7785 16.3309 2.9793 -0.0398 -0.0972 0.1933
Si 0.1083 8.2097 2.5745 -0.073 0.1326 -0.2921
Si 2.9913 5.4361 2.9363 0.0514 -0.0652 0.132
Si 0.0817 13.7043 2.9166 0.1 -0.0455 0.1483
Si 2.6655 10.9449 2.7675 -0.1394 0.1343 0.1148
Si 5.5919 2.6036 2.8154 0.0054 -0.1375 0.1877
Si 8.25 16.2994 2.6027 0.0528 -0.0447 -0.1648
Si 5.5008 8.1412 2.6206 0.0129 -0.0764 -0.1861
Si 8.2994 5.361 2.6424 0.0157 -0.0085 -0.1427
Si 5.6306 13.7259 2.7869 0.1137 0.0062 0.0897
Si 8.2082 10.8825 2.8229 -0.0341 -0.0661 0.1388
Si 11.0634 2.6994 2.5885 -0.0415 -0.0215 -0.0215
Si 13.6405 0.1204 2.8951 0.0118 0.183 0.0565
Si 11.0161 8.1282 2.8235 0.0465 -0.043 0.2232
Si 13.7458 5.5172 2.676 -0.0845 0.0501 0.0159
Si 10.9083 13.7174 2.8998 -0.0913 0.0208 0.0846
Si 13.7819 10.9214 2.8099 0.1236 -0.0729 0.0324
Si 1.4957 4.1181 4.25 0.0037 -0.0486 -0.0616
Si 4.1709 1.3441 4.2376 0.1232 -0.0587 -0.076
Si 1.3485 9.5409 4.1212 0.1166 0.0459 -0.0269
Si 4.273 6.88 4.2041 -0.1253 -0.1293 0.0374
Si 1.4053 15.0137 4.3286 -0.0103 0.046 -0.0292
Si 4.1482 12.3108 4.0908 -0.0494 0.0468 -0.1539
Si 6.9436 4.049 4.1157 -0.0139 0.0116 -0.0981
Si 9.6245 1.3411 3.9787 0.0075 0.0453 -0.0705
Si 6.8135 9.489 4.0949 0.0638 0.1464 0.0514
Si 9.5911 6.756 4.1112 0.0206 0.0052 -0.0683
Si 6.9664 15.0524 4.1734 -0.0644 -0.1413 -0.0387
Si 9.5721 12.2636 4.1955 0.0467 0.0674 -0.0398
Si 12.3532 4.1073 4.038 0.0368 -0.0064 -0.0409
Si 15.0394 1.3824 4.3175 -0.0146 0.053 -0.1148
Si 12.3803 9.5389 4.1575 0.1244 -0.0696 -0.0679
Si 15.1184 6.8869 4.0344 0.0164 -0.0398 0.0088
Si 12.2979 15.0901 4.2213 -0.1234 0.0717 0.0073
Si 15.0948 12.3039 4.2142 -0.0074 -0.1449 -0.0699
Si 16.3931 16.3958 10.9684 0.0074 -0.0038 0.0043
Si 2.7372 2.7479 10.9849 -0.0064 0 -0.0072
Si 16.396 5.4822 10.9933 0.02 -0.0071 0.0055
Si 2.7426 8.2094 11.0006 -0.0309 0.0238 -0.0002
Si 16.3926 10.9122 11.0128 0.0047 0.026 0.0159
Si 2.73 13.6513 10.9861 -0.0167 0.0339 0.0065
Si 5.4713 16.3931 11.0022 -0.0166 0.0011 -0.0027
Si 8.1984 2.747 11.0075 -0.0227 0.0196 -0.001
Si 5.4804 5.4879 10.9992 -0.0088 -0.0002 0.0058
Si 8.2114 8.198 10.9826 -0.0204 0.0068 0.0009
Si 5.4853 10.9238 10.9827 -0.0253 0.0077 -0.0069
Si 8.201 13.6398 10.9974 0.0136 0.0198 -0.0029
Si 10.9204 16.3906 10.9986 -0.007 0.0242 -0.0019
Si 13.6478 2.7439 10.9709 0.0005 0.0224 -0.0102
Si 10.9352 5.4864 10.9924 0.0097 0.0078 0.0042
Si 13.6569 8.207 11.0035 0.0164 0.0082 0.0004
Si 10.9212 10.9113 11.0013 0.0046 0.0096 0.0061
Si 13.6555 13.6405 10.9977 0.024 0.0351 0.0033
Si 1.3468 1.3736 12.3324 0.0213 0.0193 0.0044
Si 4.0811 4.1388 12.3584 0.0041 -0.0415 -0.0121
Si 1.3479 6.8647 12.36 0.0098 -0.017 0.0038
Si 4.1099 9.5851 12.3546 0.0413 0.0083 -0.0004
Si 1.3627 12.2896 12.357 -0.0073 -0.0011 -0.0002
Si 4.0882 15.017 12.3508 -0.0536 -0.0115 -0.0092
Si 6.819 1.3824 12.3637 0.0099 -0.0167 -0.0067
Si 9.5508 4.1385 12.3559 0.0325 -0.0245 0.002
Si 6.8391 6.8638 12.3731 0.002 -0.0146 0.0048
Si 9.5453 9.5587 12.3876 -0.0043 0.0027 -0.0014
Si 6.8295 12.2801 12.372 -0.0244 0.004 0.0171
Si 9.5548 15.0146 12.36 -0.0003 0.0116 -0.013
Si 12.2718 1.387 12.3355 0.0184 -0.0649 -0.0091
Si 14.9904 4.1221 12.3342 -0.0182 -0.0733 -0.0053
Si 12.2711 6.8615 12.3738 0.0025 -0.0295 0.0015
Si 15.0131 9.561 12.3933 -0.0029 0.0075 0.0005
Si 12.2846 12.2739 12.3813 -0.0003 0.001 -0.0215
Si 15.0262 15.0202 12.3408 0.0055 0.0071 0.0041
Si 16.3472 2.7421 13.6729 0.0143 0.0142 -0.0108
Si 2.7042 16.3884 13.6927 0.0331 -0.0336 0.0047
Si 16.3819 8.1997 13.7637 0.0119 -0.0096 0.0248
Si 2.7135 5.5212 13.7285 -0.0341 -0.0197 0.0267
Si 16.3755 13.6334 13.7182 0.034 0.0361 0.0074
Si 2.7436 10.9432 13.7242 -0.0393 0.0013 -0.0378
Si 5.4413 2.7645 13.7164 -0.0605 0.0394 0.023
Si 8.1813 16.3949 13.7046 0.0225 -0.013 0.0241
Si 5.4694 8.2417 13.7362 -0.0829 0.0314 -0.0381
Si 8.2066 5.5084 13.7487 -0.0462 -0.0338 -0.003
Si 5.4355 13.6374 13.7232 0.0214 0.0374 -0.0188
Si 8.1665 10.9107 13.77 0.0391 0.0009 -0.0171
Si 10.8999 2.7573 13.7012 -0.0335 0.0356 -0.0109
Si 13.6305 16.3964 13.6657 -0.0334 0.0676 -0.0297
Si 10.8975 8.1977 13.7776 0.0395 0.0001 -0.0081
Si 13.6243 5.4813 13.7209 0.0314 0.0232 -0.02
Si 10.8963 13.6343 13.7377 0.0068 0.0084 0.0299
Si 13.6291 10.9002 13.7778 0.0109 0.0434 0.0406
Si 1.2563 4.1682 15.0181 0.0212 -0.0404 -0.0839
Si 4.0509 1.3779 15.046 -0.0299 -0.017 -0.0372
Si 1.3882 9.584 15.0859 0.0343 0.0783 -0.0048
Si 4.0876 6.9099 15.0963 0.0772 0.0409 -0.046
Si 1.3427 15.0086 15.0631 -0.0135 0.0121 0.0716
Si 4.0892 12.2836 15.1351 0.0016 0.0032 0.0824
Si 6.8049 4.154 15.0773 0.0665 -0.0109 -0.0018
Si 9.5385 1.3813 15.0545 0.001 -0.0049 -0.0039
Si 6.7913 9.5771 15.1771 -0.0365 -0.0211 0.1003
Si 9.5319 6.8614 15.1879 0.0132 0.0168 0.095
Si 6.7919 15.0315 15.0488 -0.041 -0.0547 -0.0268
Si 9.5284 12.2723 15.134 -0.0229 0.0672 -0.0047
Si 12.2138 4.154 15.0767 -0.0316 -0.0713 0.0665
Si 14.973 1.3649 15.0243 -0.0571 -0.0788 -0.0142
Si 12.2431 9.5451 15.1775 -0.03 -0.0558 0.0172
Si 14.9759 6.8261 15.1153 -0.035 -0.0092 0.0033
Si 12.2747 15.0395 15.043 0.0844 0.0552 -0.0078
Si 15.0206 12.2715 15.1198 -0.0227 -0.0583 0.037
Si 16.2915 16.3422 16.3644 0.0544 0.1409 0.0882
Si 2.5898 2.7602 16.2908 0.0223 0.0434 0.0645
Si 16.3312 5.4787 16.4933 0.0345 -0.0059 0.158
Si 2.7582 8.2814 16.5012 -0.1052 -0.0362 0.0934
Si 0.0304 10.9023 16.4773 0 -0.042 0.0071
Si 2.7227 13.6773 16.478 -0.0379 -0.0034 -0.0328
Si 5.4475 0.0198 16.3977 0.0605 -0.0353 -0.027
Si 8.1445 2.7364 16.408 -0.0296 0.0688 0.0134
Si 5.4866 5.5831 16.4355 -0.1164 -0.0161 -0.0123
Si 8.1366 8.2164 16.589 0.0169 -0.02 -0.0475
Si 5.4187 10.9303 16.5861 0.0469 0.059 0.1487
Si 8.1125 13.6608 16.4357 0.0255 0.045 0.1398
Si 10.93 0.0279 16.3951 -0.0733 -0.0064 0.1176
Si 13.6004 2.7665 16.3525 0.0315 -0.0494 0.0883
Si 10.8698 5.4558 16.5672 0.044 0.0182 0.0899
Si 13.5961 8.1291 16.5339 -0.0287 0.0623 0.0615
Si 10.8406 10.8945 16.5535 0.0868 -0.0225 -0.001
Si 13.6069 13.6649 16.4223 -0.0661 0.0305 0.0358
Si 1.1536 1.4412 17.6452 -0.1929 -0.2706 -0.1795
Si 3.9718 4.1901 17.5245 0.0194 0.017 -0.1756
Si 1.3444 6.9087 17.7928 -0.0375 0.1175 -0.1237
Si 4.0931 9.5496 18.0497 0.1336 0.0581 0.1519
Si 1.3923 12.2816 17.8662 -0.0496 -0.0836 0.0875
Si 4.074 15.1314 17.7836 -0.0259 -0.0494 -0.0047
Si 6.7742 1.3986 17.7733 0.0074 -0.0799 0.069
Si 9.4524 4.0262 17.8732 0.0335 -0.0115 -0.1093
Si 6.8214 6.8273 18.0094 -0.0146 -0.0134 0.2013
Si 9.4132 9.6182 18.0124 -0.0489 0.1795 0.1203
Si 6.7573 12.3816 17.9437 -0.1091 -0.0066 -0.025
Si 9.4919 15.0869 17.6998 0.0074 0.0274 -0.1197
Si 12.2982 1.4154 17.7616 -0.0308 0.1 -0.1184
Si 14.8759 4.0802 17.8176 -0.0753 0.1078 0.0741
Si 12.2163 6.8068 18.0205 0.0297 -0.1188 0.1771
Si 15.0772 9.4648 17.803 0.213 -0.076 -0.0325
Si 12.2385 12.3219 17.801 -0.1027 0.1218 -0.0353
Si 14.9876 14.9693 17.8216 0.2495 0.0043 0.0154
Si 16.1437 2.6461 19.1447 -0.0894 -0.0819 0.5367
Si 2.5881 0.1505 18.9008 -0.0149 0.199 0.2351
Si 16.3998 8.1023 19.3215 -0.1581 0.02 0.263
Si 2.7089 5.475 18.987 0.1557 0.132 0.1791
Si 0.016 13.6172 19.2414 -0.0564 -0.1137 0.1407
Si 2.7122 11.0008 19.3985 -0.0107 0.123 0.277
Si 5.2132 2.8075 18.8489 0.0135 0.0223 0.336
Si 8.236 0.0861 19.133 0.0516 -0.0043 0.3493
Si 5.5006 8.164 19.5383 -0.139 0.0216 0.1723
Si 8.0708 5.252 19.3653 -0.2221 -0.0804 0.3443
Si 5.4056 13.8778 19.2718 0.1675 0.022 0.2136
Si 8.0456 11.0541 19.4782 0.0682 0.1487 0.174
Si 10.8923 2.6907 19.169 -0.0717 -0.0669 0.4079
Si 13.604 16.3995 19.0865 -0.192 -0.1251 0.3954
Si 10.7238 8.1984 19.3591 0.1326 -0.124 0.2074
Si 13.6165 5.3244 19.4241 -0.0404 0.1175 0.3646
Si 10.7161 13.6625 19.0818 0.0499 0.0075 0.3632
Si 13.7886 10.9921 18.9757 0.0146 -0.0417 0.1627
Si 1.2267 4.1176 20.138 -0.0603 -0.022 0.5153
Si 3.461 1.9349 20.1584 -0.1488 -0.0469 0.2483
Si 1.1636 9.6812 20.6937 -0.0967 -0.0172 0.0693
Si 4.2754 6.3469 20.5663 0.0164 0.0404 0.1619
Si 1.188 15.3795 20.3003 0.1877 -0.0349 0.2086
Si 4.2566 12.4134 20.7165 -0.2194 0.1116 -0.0244
Si 6.2813 3.9423 20.5601 -0.0697 -0.1941 -0.1491
Si 9.924 1.0262 20.582 0.0284 0.1698 -0.0135
Si 6.4522 10.0268 20.9911 0.1639 -0.027 0.2816
Si 9.5988 6.4519 20.736 -0.0945 0.2046 0.2861
Si 6.986 15.1552 20.5644 -0.0057 0.1314 -0.1284
Si 9.111 12.8352 20.7155 0.0055 -0.0405 -0.1771
Si 11.8338 4.1992 20.7429 0.1662 -0.2609 -0.0083
Si 15.0197 0.9339 20.7487 -0.0097 -0.375 0.1072
Si 12.3631 9.6907 20.2095 -0.1461 -0.036 0.1811
Si 15.3889 6.3361 20.7357 0.2444 -0.2548 -0.3425
Si 12.0175 15.1619 20.2569 -0.1183 -0.1133 -0.0435
Si 15.3059 11.9639 20.5768 -0.002 0.1579 0.1028
Si 3.9487 0.9096 24.5812 -0.1111 0.007 0.2437
Si 13.918 8.2449 22.5452 -0.2093 0.1139 0.2216
Si 1.5216 16.2484 23.0935 0.1625 0.008 0.5234
Si 3.8853 9.2134 25.2291 -0.0004 0.2848 0.158
Si 1.8755 4.8644 27.2976 0.0119 -0.1846 -0.1786
Si 12.1211 4.9589 27.4734 -0.0046 0.1409 -0.5361
Si 7.0087 9.62 28.5511 -0.08 0.168 -0.0432
Si 5.0645 15.0194 26.0894 -0.1233 0.1327 -0.0551
Si 11.5467 10.5838 26.4935 -0.1987 0.3508 0.0777
Si 11.1422 11.4598 22.4725 -0.0047 -0.166 0.1535
Si 5.6732 1.2544 22.1108 -0.2475 -0.011 0.2306
Si 2.4384 7.6558 22.8894 0.0051 -0.0356 0.1296
Si 1.8144 11.6229 24.9708 -0.0559 -0.0012 0.1083
Si 15.0223 3.8 27.6703 0.2573 -0.1501 -0.4066
Si 0.8425 5.5635 24.5807 -0.071 -0.202 0.2154
Si 13.4226 13.4405 22.629 0.0639 0.2196 0.0945
Si 14.9462 15.9628 23.6445 0.3025 0.1557 0.3348
Si 15.5531 7.5457 26.1134 -0.0578 -0.026 -0.1424
Si 0.6996 15.7121 28.1369 0.0824 0.1826 -0.3598
Si 3.4572 15.2576 28.4505 0.0615 -0.11 -0.5414
Si 15.677 10.1037 24.4044 0.1841 0.1202 0.5527
Si 1.4486 2.4606 24.2738 0.0084 0.0191 0.2561
Si 7.8888 14.3344 27.5742 -0.1773 -0.1022 -0.5745
Si 4.8664 5.0106 27.5412 -0.0032 -0.2378 -0.5159
Si 10.1366 2.8535 26.0909 -0.2432 0.3099 -0.0478
Si 8.4256 11.4901 26.348 0.2003 0.0173 -0.1392
Si 8.89 5.4355 23.4097 0.0016 0.2379 0.528
Si 14.1503 11.4674 26.6831 -0.1394 0.1764 0.0332
Si 11.4118 8.9459 24.1497 0.1197 -0.1097 0.3661
Si 4.5925 7.9439 27.8077 -0.3275 0.073 -0.2714
Si 0.7458 7.0266 28.8307 -0.1132 0.1245 -0.1823
Si 9.5485 0.6293 28.2299 -0.1149 0.0734 -0.0836
Si 7.7593 4.9853 26.005 -0.1169 0.1315 0.1283
Si 10.1898 6.5905 25.7364 -0.0565 0.0458 0.048
Si 13.4109 8.7986 27.6881 0.0482 0.1848 -0.4515
Si 10.274 2.8571 22.92 0.2146 0.0134 0.2297
Si 0.2633 12.6538 27.5768 -0.1599 0.0185 -0.4072
Si 6.342 10.6171 24.0889 -0.151 0.0147 0.3169
Si 15.6177 1.2193 26.1197 0.1084 -0.0122 -0.1254
Si 4.2124 13.0634 23.7717 -0.0441 -0.0395 0.5226
O 2.2428 16.2646 27.9656 -0.0697 -0.1092 0.3106
O 0.6771 14.2082 27.5427 0.175 -0.1397 0.2366
O 1.5838 3.8193 30.2706 0.0217 0.2505 0.724
O 3.6856 1.7014 30.2374 0.0188 0.0194 0.5156
O 15.8241 6.1868 25.2033 -0.1394 -0.095 -0.1782
O 16.2108 6.0379 29.756 0.247 -0.0072 0.3868
O 14.3693 10.1423 27.6322 -0.0962 0.0758 0.2773
O 4.0122 7.9024 29.3376 -0.0427 -0.0099 0.3874
O 0.4144 11.8192 28.9823 0.0215 -0.4226 0.6484
O 3.309 8.1133 24.185 0.1442 -0.1498 -0.2448
O 4.2639 12.2939 30.2637 0.0839 0.1099 0.7775
O 2.7532 14.1941 29.4623 -0.3013 -0.1768 0.2155
O 2.0009 6.0633 28.4016 -0.0488 0.0987 0.108
O 3.9984 14.4016 27.1608 -0.056 0.1056 0.2019
O 8.6491 1.6314 29.1983 -0.2631 0.1206 0.2047
O 9.9864 1.4502 26.8932 0.2094 -0.2057 -0.1381
O 5.1357 5.08 29.1366 -0.0233 0.0044 0.6548
O 9.7398 6.8287 29.949 -0.0433 0.0794 0.2018
O 6.1296 8.4752 27.8071 0.3599 -0.3158 0.0438
O 6.0001 10.458 29.5097 -0.2064 -0.1183 0.1527
O 9.861 12.0355 30.1013 -0.2207 0.0854 0.4832
O 7.8271 13.731 29.1091 0.3869 -0.1526 0.6989
O 10.8545 0.1444 29.0939 0.1813 0.1979 0.1287
O 12.6415 14.813 30.1261 -0.1133 0.0271 0.2929
O 15.2853 1.2659 30.3022 -0.1177 0.2814 0.0295
O 14.586 3.4502 29.2075 -0.0558 -0.2897 0.4359
O 9.1523 4.0238 22.6714 -0.4434 -0.271 -0.1293
O 10.4706 2.5467 24.5145 0.1633 0.0084 -0.3088
O 1.3908 8.335 29.599 0.0569 0.1111 0.1357
O 13.5719 8.0939 29.1389 0.0427 0.1838 0.5865
O 12.0615 9.9812 30.2689 -0.1701 0.0324 0.3776
O 7.667 10.6872 27.5269 0.0319 -0.2307 0.4775
O 14.7094 12.8028 30.2003 0.0233 -0.0815 0.0355
O 2.4149 3.0885 20.8392 -0.3314 -0.2562 -0.5043
O 16.3136 7.491 27.5441 0.1591 0.2486 0.2788
O 2.8608 16.1841 24.0507 -0.1064 -0.1539 -0.0487
O 0.149 15.5615 23.6864 0.1025 -0.179 -0.0955
O 14.6926 0.4307 25.0221 -0.1628 -0.1306 -0.3135
O 1.7085 8.9032 22.0953 -0.0922 0.0365 -0.1634
O 5.2492 5.1113 21.192 0.0909 0.2548 -0.5411
O 3.456 6.9064 21.8738 -0.0231 0.1263 -0.2363
O 1.9411 15.3707 21.7875 0.2199 -0.0819 -0.6148
O 16.3474 16.3984 20.6059 -0.1255 -0.0198 -0.2627
O 5.2226 11.1213 21.041 -0.0706 -0.2601 -0.198
O 4.0456 13.2646 22.1522 -0.1576 -0.272 -0.7279
O 4.1831 1.2035 21.441 0.0451 -0.2421 -0.2259
O 9.6264 1.5853 22.1261 -0.0435 -0.0004 -0.3945
O 11.0075 16.2419 21.0042 0.1742 -0.1647 -0.39
O 6.4641 2.6379 21.649 0.3563 0.3916 -0.0238
O 6.8471 9.9948 22.6481 -0.0497 -0.2587 -0.9846
O 1.8904 5.5581 25.8206 -0.0049 -0.0283 0.1714
O 7.5548 5.3184 24.3878 0.0164 -0.1164 -0.2189
O 13.766 4.8373 27.2444 0.0133 0.2365 0.0072
O 6.4657 16.2612 21.7177 0.172 -0.1684 -0.1554
O 4.652 0.2122 25.9031 -0.0407 0.0273 0.0548
O 8.0078 14.0019 21.2421 0.3173 -0.0618 -0.1461
O 9.8046 12.3417 22.1486 0.0702 0.0131 -0.0138
O 10.9727 5.5822 21.0696 -0.0517 -0.0676 -0.1776
O 14.7717 6.8851 22.2095 0.3006 -0.0852 -0.2822
O 14.5783 0.5363 22.3605 0.0465 0.3962 -0.9278
O 0.0284 10.8513 21.1016 -0.176 -0.1803 -0.3498
O 11.7619 11.0008 21.0395 0.1774 0.106 -0.2973
O 16.1717 8.8517 25.3477 -0.1073 0.1475 -0.133
O 12.2689 12.4115 23.2469 0.0127 -0.1832 -0.1751
O 14.6407 12.5526 21.983 -0.0314 -0.1101 -0.072
O 13.3852 8.7582 21.1078 0.1478 0.071 -0.3549
O 5.2891 11.8468 23.9272 0.052 0.1384 -0.2277
O 5.2936 1.247 23.7046 0.4209 0.1802 -0.2652
O 10.6807 10.006 23.1336 -0.2035 0.0854 -0.2654
O 11.8489 9.3293 27.5218 0.167 -0.2273 0.2859
O 2.6582 12.8754 24.3271 -0.0743 0.3246 -0.232
O 4.9188 14.2734 24.6394 0.1291 -0.1107 -0.1021
O 3.418 4.1538 27.3314 -0.016 0.1977 0.0621
O 0.8697 3.99 24.0431 -0.155 0.1459 -0.0365
O 8.8443 6.621 22.2701 0.1696 0.1051 -0.6069
O 8.6976 3.6528 26.2125 0.221 -0.0559 -0.1532
O 4.5643 6.5177 27.039 -0.1309 0.0537 0.0134
O 8.7347 6.2797 26.5013 -0.0567 0.0113 0.18
O 9.9971 11.0063 26.3318 0.018 0.1169 0.2146
O 5.4743 9.4773 24.9028 -0.0285 -0.0089 0.2446
O 14.0635 14.565 23.6706 -0.114 -0.2372 -0.2557
O 10.3436 8.0903 25.062 -0.1156 0.2572 0.1725
O 12.1759 9.9905 25.1188 0.2055 0.0249 -0.2759
O 0.3374 15.6452 29.7151 -0.0061 -0.1982 0.4355
O 1.2001 1.4766 22.9721 -0.1029 -0.0855 -0.5463
O 3.0475 2.3096 24.7169 0.176 -0.0512 0.1243
O 1.3275 6.5757 23.4153 0.0456 0.1589 -0.4779
O 0.5949 11.0162 24.0424 -0.0819 0.0046 0.0097
O 8.4618 13.1034 26.6285 -0.0387 0.0195 -0.0209
O 11.4823 6.2749 26.6833 0.0779 -0.0523 0.2664
O 11.3676 3.672 26.7919 0.0107 -0.0697 0.0446
O 0.599 1.7901 25.489 0.1317 0.0869 0.326
O 10.1862 5.6155 24.4183 -0.1206 0.0462 -0.3496
O 6.3048 4.6627 26.7319 0.0417 0.0613 -0.0913
O 11.7021 3.3419 22.2155 0.2323 0.0033 -0.686
O 12.737 14.282 21.4302 -0.0794 -0.2257 -0.0234
O 14.7899 2.4915 26.7063 -0.3557 -0.0026 0.096
O 14.8792 9.4105 23.1679 -0.2333 -0.1667 -0.4587
O 0.288 4.2101 27.471 -0.3157 -0.2365 0.1318
O 1.1869 11.9277 26.4422 0.0502 0.1635 0.1964
O 2.9807 10.5266 25.0684 0.2133 -0.2975 0.1762
O 4.7368 16.0245 29.1496 0.1714 0.3267 0.4646
O 0.186 5.1617 21.0467 -0.0647 0.0465 -0.3322
O 6.5245 14.8164 26.7945 0.0831 -0.1043 0.0982
O 8.7866 15.6939 27.6727 0.24 0.2749 0.0258
O 7.6627 11.1143 24.9437 0.146 -0.1263 -0.3477
O 7.1127 3.7579 29.9741 -0.3067 0.1812 0.2902
O 11.6992 5.1085 29.0573 -0.1886 0.2541 0.8435
O 12.5629 7.9957 23.4651 0.1268 0.0027 -0.0827
O 3.6944 8.8706 26.8135 -0.1714 0.0669 -0.014
O 15.07 12.6871 27.1912 -0.0627 0.0478 0.2212
O 12.5456 11.8652 26.7953 0.3111 -0.0752 -0.147
O 13.9674 7.7943 26.488 -0.1558 -0.0351 0.0294
O 8.1912 8.8726 29.3711 0.2393 0.034 0.0255
O 14.6483 11.1067 25.1733 -0.103 -0.0131 -0.2226
O 16.0341 0.2338 27.3409 0.0867 -0.0389 0.2312
Si 0.0105 16.3924 5.6272 -0.0057 -0.0213 0.0555
Si 2.8111 2.7219 5.5962 0.0041 0.0028 0.0564
Si 0.0447 5.5154 5.4906 0.053 0.024 -0.0237
Si 2.778 8.2074 5.4944 -0.0109 0.0297 -0.0313
Si 0.0324 10.9018 5.5538 -0.0364 0.0246 -0.0342
Si 2.8144 13.6216 5.5736 -0.008 0.0414 -0.0019
Si 5.5567 16.3796 5.5523 -0.0235 0.0403 0.0212
Si 8.2992 2.6827 5.4644 -0.038 0.0334 -0.0535
Si 5.5807 5.4344 5.5167 0.0659 0.045 -0.0126
Si 8.2227 8.1571 5.4708 -0.0192 -0.062 -0.0664
Si 5.4782 10.9049 5.477 -0.0324 -0.0576 -0.055
Si 8.2441 13.6471 5.5618 -0.0314 -0.0087 0.0143
Si 10.9093 0.0466 5.5232 0.0351 -0.1002 -0.0244
Si 13.6516 2.7966 5.552 0.0625 0.0042 0.0175
Si 10.9753 5.419 5.4749 -0.0195 0.0211 -0.0474
Si 13.7454 8.1725 5.4985 -0.0337 0.0827 -0.0198
Si 10.9847 10.9062 5.5086 -0.0012 0.0159 0.0144
Si 13.6807 13.6736 5.5367 0.0682 0.0477 -0.0164
Si 1.4026 1.372 6.9407 -0.0043 0.0077 0.0046
Si 4.1787 4.1162 6.9101 -0.052 -0.0552 0.0173
Si 1.409 6.8545 6.8826 -0.0226 -0.0277 -0.0248
Si 4.1153 9.5714 6.8832 -0.0401 0.0547 -0.0186
Si 1.4053 12.27 6.9125 0.0541 -0.0538 -0.0005
Si 4.1649 15.0219 6.9164 0.0324 -0.0408 -0.0228
Si 6.9079 1.3716 6.8884 -0.0338 -0.0439 -0.0039
Si 9.6101 4.0733 6.863 0.0444 -0.0468 0.0083
Si 6.8905 6.8205 6.8893 0.0291 -0.0595 0.0652
Si 9.5886 9.5371 6.845 0.0223 0.0225 -0.0062
Si 6.841 12.2716 6.8756 0.0207 0.0402 -0.0208
Si 9.5867 15.046 6.908 0.016 -0.0166 0.0269
Si 12.286 1.3996 6.898 -0.0371 0.0463 0.0126
Si 15.0604 4.155 6.8798 -0.04 -0.0221 -0.0263
Si 12.3334 6.8135 6.8414 0.0514 -0.0241 -0.0143
Si 15.0575 9.5465 6.9059 0.0134 -0.0078 0.0083
Si 12.3167 12.2918 6.8906 -0.0126 -0.0087 0.0086
Si 15.0306 15.0155 6.9422 0.0125 0.0024 0.0176
Si 0.0064 2.7601 8.2558 0.0426 0.0011 0.0014
Si 2.7724 16.3883 8.2741 -0.0196 0.0217 0.0099
Si 0.0268 8.1956 8.2675 0.0179 0.04 0.0115
Si 2.7695 5.4786 8.2523 -0.009 -0.0156 -0.0026
Si 0.015 13.6364 8.2711 -0.0301 0.0347 0.0027
Si 2.7573 10.9135 8.2806 -0.0179 0.0259 0.0178
Si 5.5234 2.7311 8.266 0.0171 0.0404 -0.0076
Si 8.2208 16.3965 8.2831 -0.0094 0.0082 -0.0033
Si 5.4925 8.1923 8.2353 -0.0129 -0.0185 -0.0134
Si 8.2448 5.4477 8.2455 -0.0225 0.0516 -0.0054
Si 5.5016 13.6399 8.2736 -0.0694 0.0039 0.017
Si 8.2223 10.9052 8.2274 -0.0021 0.0051 -0.0022
Si 10.9344 2.7404 8.2825 0.0074 -0.0021 0.0089
Si 13.6501 0.0069 8.2624 0.0214 -0.0327 -0.0068
Si 10.9572 8.1801 8.219 -0.0171 0.0083 -0.008
Si 13.6799 5.4869 8.2566 0.0166 0.0002 0.0077
Si 10.9469 13.6585 8.2604 0.0271 0.0386 0.0048
Si 13.6753 10.917 8.2579 0.0143 0.0177 0.0064
Si 1.3764 4.1249 9.6205 -0.0175 -0.0264 0.0014
Si 4.128 1.374 9.6308 -0.0094 -0.022 -0.0074
Si 1.3732 9.5651 9.6415 0.0083 -0.0241 0.0051
Si 4.1187 6.8516 9.6259 -0.0192 0.0009 0.0026
Si 1.377 15.0243 9.6199 0.0259 -0.013 -0.0034
Si 4.1158 12.2914 9.633 0.0033 0.0094 -0.0037
Si 6.8585 4.1174 9.6338 -0.0093 -0.0494 -0.0096
Si 9.5667 1.3733 9.6475 0.0074 -0.0314 -0.0037
Si 6.8506 9.5593 9.6083 0.0046 0.0121 -0.0063
Si 9.5867 6.837 9.6078 0.0354 -0.0527 -0.0016
Si 6.8478 15.0231 9.6394 0.0076 0.0021 0.0056
Si 9.5698 12.2809 9.6155 -0.0099 0.0136 -0.002
Si 12.2998 4.1259 9.619 0.0118 -0.0404 -0.0101
Si 15.028 1.3814 9.6118 -0.0173 0.0038 -0.011
Si 12.2935 9.556 9.6167 0.01 0.0212 0.0032
Si 15.036 6.8513 9.6305 -0.0033 -0.0213 0.0065
Si 12.2974 15.0287 9.6365 -0.002 0.0015 0.0036
Si 15.0363 12.2771 9.6363 0.0203 -0.0165 0.0029

Results
total energy: -85942.527 eV
total energy less fixed offsets of O -438.35, Si -107.03 eV per atom: 11.913 eV
